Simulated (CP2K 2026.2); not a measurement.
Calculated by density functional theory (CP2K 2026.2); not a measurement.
Periodic cell of 508 atoms, Si360O148, from a study of silicon, its oxide and their interface. The atomic structure is a simulated model.
Doubt: the forces sum to 2.17 eV/angstrom along one axis rather than to zero, so they err by at least 0.0043 eV/angstrom per atom on average; the grid cutoff is modest.

Settings: functional PBE; method Gaussian and plane waves; basis set DZVP-MOLOPT-SR-GTH; pseudopotentials GTH-PBE; grid cutoff 300 Ry, relative cutoff 40 Ry; k points Gamma only; occupations fixed; spin none; net charge 0.

Cell vectors (angstrom)
a	16.32	0	0
b	0	16.32	0
c	-0.0241	2.3199	33.9372

Atoms and the computed forces on them: element, x, y, z (angstrom), force x, y, z (eV/angstrom)
Si	-1.865	-0.823	1.417	0.007	0.037	-0.033
Si	0.922	1.845	1.362	-0.079	0.019	0.003
Si	-0.86	3.571	1.387	0.182	-0.183	0.544
Si	1.82	6.323	1.518	0.009	-0.011	-0.007
Si	-6.337	4.434	-1.429	-0.093	0.01	0.07
Si	0.816	7.297	-0.366	0.231	-0.266	0.482
Si	2.883	-3.73	0.196	-0.054	0.006	0.012
Si	-4.084	-0.561	-2.406	-0.089	-0.002	-0.043
Si	3.573	4.652	1.524	-0.205	0.089	0.528
Si	6.377	7.25	1.654	-0.155	0.227	0.559
Si	4.657	8.946	1.599	0.144	-0.182	0.663
Si	-8.974	-4.675	1.488	0.147	-0.03	0.624
Si	-6.899	-1.301	1.18	-0.011	-0.013	-0.178
Si	-3.644	0.885	1.492	0.311	-0.205	0.597
Si	3.81	8.121	-3.937	0.157	0.021	-0.057
Si	-4.874	6.246	0.347	-0.133	-0.039	0.073
Si	-7.28	-6.365	1.614	0.022	-0.001	-0.02
Si	-4.035	-4.331	1.276	-0.025	0.082	0.756
Si	-0.081	0.122	2.671	0.034	-0.003	-0.045
Si	2.621	2.809	2.686	0.063	0.028	-0.071
Si	0.056	5.335	2.733	0.007	0.018	-0.081
Si	2.805	8.061	2.772	0.027	0.008	-0.06
Si	-0.453	-5.907	2.917	-0.014	-0.111	0.558
Si	3.086	-2.238	2.801	0.253	0.147	0.49
Si	4.799	-0.49	2.723	-0.028	-0.018	-0.053
Si	-7.656	3.247	2.84	-0.023	0.012	-0.07
Si	5.368	5.499	2.818	-0.007	-0.003	-0.056
Si	-8.212	8.218	2.893	-0.063	-0.032	-0.038
Si	5.541	-5.525	2.764	-0.039	0.001	-0.047
Si	-8.15	-2.746	2.604	-0.034	-0.027	-0.028
Si	-5.437	-0.098	2.643	-0.028	0.017	-0.053
Si	-2.645	2.657	2.696	-0.006	0.008	-0.074
Si	-5.899	4.918	2.983	-0.213	-0.113	0.52
Si	-2.108	8.667	3.023	-0.027	0.134	0.68
Si	-5.492	-5.396	2.785	0.02	0.031	0.023
Si	-2.726	-2.764	2.546	0.001	-0.018	-0.028
Si	-1.365	1.369	4.184	0.015	-0.007	-0.064
Si	1.337	4.049	4.212	-0.018	0.026	-0.035
Si	-1.26	6.763	4.119	-0.06	0.022	-0.025
Si	1.389	9.457	4.05	-0.052	0.017	-0.003
Si	-1.379	-4.054	4.025	-0.024	-0.014	0.018
Si	1.32	-1.261	4.013	0.022	-0.022	0.012
Si	3.971	1.349	3.982	0.059	-0.026	0.006
Si	6.821	4.117	4.056	0.045	-0.036	0.017
Si	4.083	6.8	4.28	0.002	0.041	-0.039
Si	6.79	-6.787	4.298	0.007	-0.031	-0.047
Si	4.115	-4.059	3.977	-0.026	0.045	0.003
Si	-9.623	-1.401	3.901	-0.052	0.014	0.001
Si	-6.747	1.367	3.98	-0.018	0.035	0.008
Si	-4.053	3.981	4.09	-0.004	0.016	0.038
Si	-6.83	6.77	4.118	0.04	0.009	0.005
Si	-4.063	-6.785	4.06	-0.007	-0.017	0.009
Si	-6.79	-3.982	4.132	-0.017	-0.027	-0.074
Si	-4.111	-1.474	4.034	0.016	-0.036	-0.078
Si	-2.754	-0.066	5.412	-0.014	0.015	-0.028
Si	-0.026	2.711	5.548	0.006	-0.002	0.033
Si	-2.717	5.425	5.409	-0.031	0.01	0.011
Si	0.1	8.095	5.499	0.007	0.018	0.009
Si	-2.76	-5.377	5.447	0.034	-0.02	-0.054
Si	0.014	-2.704	5.359	0.03	-0.033	0.001
Si	2.634	0.071	5.447	0.039	-0.005	-0.001
Si	5.439	2.673	5.326	0	-0.006	-0.009
Si	2.708	5.409	5.551	-0.018	0.015	-0.002
Si	5.427	-8.148	5.602	-0.001	-0.004	0.05
Si	2.73	-5.421	5.35	0.015	0.034	-0.004
Si	5.458	-2.746	5.403	-0.028	0.036	0.01
Si	-8.221	0.006	5.263	0.003	-0.004	-0.034
Si	-5.389	2.619	5.467	-0.024	0.01	0
Si	-8.219	5.475	5.507	-0.001	-0.037	-0.016
Si	-5.404	8.132	5.414	0.002	0.01	-0.011
Si	-8.126	-5.381	5.504	-0.016	0.021	0.003
Si	-5.44	-2.698	5.509	0.026	-0.029	0.028
Si	-1.359	-1.39	6.763	0.01	0.018	0.015
Si	1.334	1.365	6.882	-0.022	-0.007	0.039
Si	-1.391	4.095	6.838	-0.003	0.008	0.002
Si	1.39	6.777	6.917	0.005	0.027	0.032
Si	-1.345	9.523	6.742	-0.003	-0.01	0.018
Si	1.369	-4.07	6.728	0.003	-0.013	0.011
Si	4.058	-1.349	6.722	0.016	-0.005	-0.025
Si	6.788	1.335	6.716	0.003	-0.001	0.01
Si	4.117	4.019	6.787	0.001	-0.004	0.014
Si	-9.526	6.804	6.91	0.015	0.019	0.035
Si	4.039	-6.742	6.831	-0.001	-0.009	0.009
Si	-9.521	-4.048	6.833	-0.003	-0.026	0.015
Si	-6.86	-1.306	6.74	-0.019	0.025	0.013
Si	-4.07	1.285	6.838	0.01	-0.004	0.015
Si	-6.791	4.052	6.76	-0.02	-0.001	-0.017
Si	-4.066	6.779	6.787	0.012	0.014	0.011
Si	-6.758	-6.8	6.789	0.007	-0.047	0.016
Si	-4.093	-4.069	6.856	0.006	-0.023	0.022
Si	-0.029	-0.032	8.171	-0.014	0.004	0.005
Si	2.74	2.711	8.183	0.003	0.008	0.002
Si	-0.018	5.43	8.213	-0.016	-0.014	0.005
Si	2.732	-8.133	8.212	0.014	0.01	0.007
Si	0.013	-5.433	8.112	0.003	-0.004	-0.017
Si	2.722	-2.716	8.113	-0.016	-0.003	0.009
Si	5.43	-0.013	8.104	0.005	0.01	0.009
Si	-8.17	2.698	8.108	0.006	-0.01	-0.01
Si	-10.889	5.402	8.188	-0.003	0.003	-0.001
Si	-8.129	-8.137	8.185	-0.001	0.023	0.005
Si	-10.887	-5.413	8.181	-0.008	-0.013	0.007
Si	-8.164	-2.68	8.156	0.005	0.003	-0.002
Si	-5.483	-0.017	8.165	-0.004	-0.006	0
Si	-2.731	2.696	8.175	0.022	-0.006	0.006
Si	-5.439	5.417	8.141	0.004	0.012	-0.01
Si	-2.703	8.162	8.129	-0.01	-0.009	-0.012
Si	-5.436	-5.453	8.185	-0.017	-0.009	0.002
Si	-2.706	-2.716	8.168	0	0.007	0.001
Si	-1.351	1.332	14.933	-0.005	-0.007	0.018
Si	1.405	4.084	14.944	0.014	0.007	-0.004
Si	-1.312	6.827	14.905	0.011	-0.005	-0.008
Si	1.372	-6.769	14.951	-0.027	0.016	-0.004
Si	-1.378	-4.076	14.987	-0.009	0.004	-0.003
Si	1.34	-1.368	14.985	-0.005	-0.017	0
Si	4.064	1.369	14.985	0.007	0.005	-0.005
Si	-9.544	4.062	14.96	0.012	-0.008	0.003
Si	4.096	-9.529	14.96	-0.016	0.006	0.004
Si	-9.52	-6.797	14.994	0.012	0.004	0.012
Si	4.095	-4.065	15.006	-0.002	0	0.008
Si	6.777	-1.348	14.979	-0.013	0.01	0.004
Si	-6.857	1.32	14.951	-0.008	0.003	-0.007
Si	-4.082	4.049	14.88	0.007	0.008	0
Si	-6.8	6.827	14.955	0.002	-0.002	0.022
Si	-4.054	9.546	14.96	-0.002	-0.007	0.002
Si	-6.794	-4.076	14.946	0.006	-0.018	-0.013
Si	-4.101	-1.411	14.946	0.003	-0.013	-0.01
Si	-2.727	-0.052	16.267	0.004	0.016	-0.009
Si	0.052	2.69	16.259	0.003	-0.013	-0.014
Si	-2.7	5.438	16.165	-0.019	-0.004	-0.018
Si	0.039	8.177	16.301	-0.014	-0.024	-0.001
Si	-2.718	-5.431	16.379	0.009	-0.006	0.014
Si	-0.026	-2.723	16.356	-0.001	-0.001	-0.003
Si	2.677	0.022	16.336	0.003	-0.013	0.005
Si	5.427	2.713	16.363	-0.009	-0.007	0.025
Si	2.763	5.429	16.347	-0.011	-0.013	-0.018
Si	5.431	-8.175	16.348	0.006	-0.019	0.001
Si	2.714	-5.423	16.341	-0.002	-0.013	0.003
Si	5.431	-2.674	16.377	0.023	0.005	0.001
Si	-8.211	-0.012	16.377	0.016	0.025	0.008
Si	-5.444	2.676	16.223	-0.003	0.002	-0.02
Si	-8.171	5.436	16.275	-0.004	0.001	-0.013
Si	-5.416	8.197	16.303	0	0.006	0.009
Si	-8.152	-5.4	16.326	-0.012	0.015	-0.011
Si	-5.442	-2.764	16.352	0.002	0.009	0.012
Si	-1.376	-1.334	17.707	-0.011	-0.012	-0.016
Si	1.343	1.367	17.74	-0.017	-0.002	0.043
Si	-1.347	4.08	17.481	0.031	0.022	0.021
Si	1.417	6.838	17.66	0.009	0.015	0.01
Si	-1.326	-6.824	17.692	-0.009	0.017	-0.015
Si	1.343	-4.076	17.715	-0.006	0.024	0.027
Si	4.024	-1.301	17.716	0.004	-0.01	-0.004
Si	-9.562	1.368	17.768	-0.017	0.007	0.018
Si	4.076	4.049	17.765	0.024	0.041	0.002
Si	-9.525	6.748	17.683	-0.015	-0.03	0.006
Si	4.042	-6.813	17.699	-0.008	-0.01	0.018
Si	-9.495	-4.031	17.714	0.021	0.013	-0.015
Si	-6.84	-1.42	17.688	-0.019	-0.019	0.009
Si	-4.151	1.26	17.57	-0.033	-0.005	0.049
Si	-6.762	4.068	17.552	0.022	0.035	-0.028
Si	-4.017	6.772	17.549	-0.013	-0.025	-0.01
Si	-6.748	9.598	17.67	0.067	0.012	0.036
Si	-4.071	-4.073	17.783	-0.027	-0.004	0.003
Si	-0.092	0.067	19.105	-0.006	0.016	-0.057
Si	2.695	2.703	19.16	0.032	-0.029	0.02
Si	-0.02	5.441	18.846	-0.006	0.065	-0.045
Si	2.752	8.135	19.149	-0.021	-0.01	-0.002
Si	0.056	-5.508	19.082	0.006	-0.06	-0.015
Si	2.615	-2.616	19.069	-0.002	0.001	-0.02
Si	5.304	0.055	19.164	0.006	0.002	0.003
Si	-8.056	2.753	18.965	-0.036	-0.045	0.006
Si	5.486	5.373	19.13	-0.039	-0.018	-0.026
Si	-8.116	8.172	18.902	-0.012	0.023	-0.021
Si	5.396	-5.384	18.968	-0.034	0.058	-0.05
Si	-8.157	-2.709	19.172	0.027	-0.022	0.01
Si	-5.477	-0.092	19.024	-0.029	-0.002	-0.022
Si	-2.741	2.693	18.717	-0.014	-0.028	-0.051
Si	-5.374	5.418	18.867	-0.038	0.014	-0.062
Si	-2.687	-8.258	18.97	0.038	0.048	-0.033
Si	-5.425	-5.421	19.19	-0.04	0.029	0.002
Si	-2.691	-2.672	19.121	-0.021	-0.042	-0.023
Si	-1.556	1.5	20.307	-0.024	0.021	0.107
Si	1.201	4.115	20.299	-0.031	-0.016	0.042
Si	-1.355	6.668	20.311	0.055	-0.005	0.008
Si	1.338	-6.866	20.569	-0.049	-0.027	-0.003
Si	-1.282	-4.096	20.375	0.01	0.027	0.01
Si	1.259	-1.24	20.509	0.015	-0.023	0.07
Si	3.921	1.348	20.706	-0.284	-0.176	-0.341
Si	-9.303	4.09	20.42	-0.024	0.046	-0.01
Si	4.142	6.729	20.511	-0.051	0.001	0.022
Si	-9.503	9.539	20.177	-0.035	-0.029	0.018
Si	4.012	-4.009	20.309	0.03	-0.021	-0.019
Si	6.705	-1.318	20.448	-0.017	-0.018	-0.056
Si	-6.816	1.316	20.345	0.106	-0.025	-0.039
Si	-4.033	3.967	20.118	-0.009	0.039	0.068
Si	-6.659	6.842	20.168	0.1	0	-0.039
Si	-4.023	-6.973	20.366	-0.047	0.018	-0.012
Si	-6.76	-4.002	20.642	0.089	0.019	0.014
Si	-4.068	-1.307	20.498	-0.015	0.039	0.052
Si	-3.281	0.614	21.672	-0.215	0.222	-0.596
Si	-0.61	3.24	21.557	-0.27	0.238	-0.598
Si	-2.019	4.862	-5.953	-0.006	0.098	0.081
Si	0.176	7.702	21.788	-0.154	0.306	-0.75
Si	-5.613	7.377	-4.372	-0.017	-0.041	-0.116
Si	-0.001	-2.742	21.811	0.433	-0.34	-0.274
Si	2.388	0.186	22.087	-0.084	-0.001	0.101
Si	-9.85	2.4	21.968	0.397	-0.036	-0.413
Si	4.139	6.812	26.24	-0.181	0.453	0.008
Si	5.656	8.154	21.657	0.002	0.018	-0.001
Si	2.807	-5.426	21.747	0.038	-0.041	-0.008
Si	5.281	-2.665	21.768	0.034	0.045	0.005
Si	-8.58	0.418	21.66	-0.01	-0.001	0.022
Si	-5.085	2.39	21.522	0.041	-0.028	0.025
Si	-7.815	5.467	21.59	0.052	-0.046	0.027
Si	-5.304	-8.409	21.749	-0.009	-0.007	0.057
Si	-8.229	-5.537	21.674	-0.024	0.066	0.004
Si	-5.479	-2.417	22.046	0.091	-0.36	-0.773
Si	-1.506	-0.749	23.741	-0.052	0.028	-0.161
Si	0.784	1.396	23.661	0.512	-0.187	-0.569
Si	-2.447	4.986	21.535	-0.069	-0.052	0.08
Si	2.425	5.537	21.676	0.278	-0.042	-0.689
Si	-1.464	-7.264	23.945	-0.041	-0.169	-0.076
Si	1.7	-3.837	23.104	-0.111	-0.019	-0.701
Si	3.721	-1.446	23.202	0.091	0.043	-0.597
Si	-8.171	0.759	25.909	0.044	0.082	0.018
Si	3.826	4.727	24.232	0.101	0.088	-0.007
Si	-8.801	7.259	22.879	0.034	-0.048	0.052
Si	4.652	-6.415	22.863	0.095	0.183	-0.51
Si	6.204	-4.585	22.819	-0.041	-0.223	-0.52
Si	-7.568	-0.671	23.458	-0.34	0.303	-0.307
Si	-2.298	-2.912	25.757	0	-0.059	-0.091
Si	-6.07	4.202	22.733	0.183	0.201	-0.428
Si	-0.203	2.266	-5.683	0.062	0.014	-0.041
Si	-7.122	-7.27	22.909	0.055	-0.107	0.024
Si	-2.632	-5.561	21.579	0.099	-0.183	-0.772
Si	5.305	-2.18	-3.262	-0.053	0.065	0.072
Si	-8.026	5.707	-3.526	-0.311	-0.276	-0.466
Si	-0.839	7.297	-4.796	-0.031	-0.102	-0.022
Si	-10.679	-4.111	-0.929	0.03	-0.04	0.015
Si	-4.292	5.875	22.841	-0.111	-0.104	-0.651
Si	4.897	-4.268	-5.623	0.078	-0.028	0.034
Si	1.7	6.262	-3.261	-0.103	-0.026	0.056
Si	-1.316	-0.671	-0.856	-0.09	-0.079	0.792
Si	-4.011	-1.457	-5.424	-0.016	0.142	-0.063
Si	-6.529	-5.849	24.708	-0.135	-0.374	-0.363
Si	-3.25	-4.484	-3.242	-0.086	-0.045	-0.01
Si	0.847	-5.858	0.124	-0.059	0.042	0.126
Si	-9.861	5.991	24.503	0.271	0.424	-0.349
Si	2.32	-5.714	-4.715	0.013	-0.031	0.054
Si	-9.173	-3.895	27.666	-0.055	0.061	-0.063
Si	-3.057	5.987	-3.419	0.004	-0.086	-0.131
Si	-3.649	-6.401	-0.89	-0.116	0.016	0.263
Si	-6.293	-7.818	26.868	-0.144	-0.135	0.096
Si	-1.882	3.919	-1.645	0.117	0.007	0.164
Si	-6.884	-1.35	-5.24	-0.022	-0.008	0.012
Si	1.377	-4.272	-2.256	0.01	-0.005	0.127
Si	5.285	2.82	-5.557	-0.018	-0.13	0.596
Si	3.598	-0.263	-2.015	0.13	0.171	0.042
Si	-8.486	-3.378	24.858	-0.071	-0.046	0.026
Si	3.601	-7.313	25.741	0.133	-0.561	0.106
Si	1.099	2.554	26.611	-0.003	-0.04	-0.103
Si	-3.746	7.434	25.377	0.002	0.09	-0.014
Si	0.862	-5.882	25.402	0.051	-0.032	-0.179
Si	5.021	-6.936	-1.468	0.12	-0.083	0.178
Si	-2.241	7.471	0.099	0.07	0.053	0.083
Si	-4.106	-4.28	23.851	-0.077	0.08	0.087
Si	5.183	-0.128	25.788	-0.111	0.151	-0.028
Si	-8.336	3.435	24.611	-0.007	0.07	-0.173
Si	-0.121	-4.225	27.685	-0.037	0.008	-0.064
Si	5.357	2.095	-3.257	-0.155	0.17	-0.641
Si	5.089	0.216	0.491	-0.207	-0.172	0.666
Si	-1.172	-0.494	-5.523	0.004	-0.018	-0.097
Si	-5.827	-2.461	-0.529	-0.379	0.272	0.652
Si	0.796	3.353	-3.085	-0.139	-0.119	0.077
Si	5.153	3.134	-0.429	0.006	-0.021	-0.142
Si	4.094	2.767	26.563	0.095	0.248	0.079
Si	-8.909	7.463	-1.245	-0.065	-0.065	0.154
Si	-6.509	-6.054	-4.712	0.022	-0.051	0.008
Si	-4.262	2.037	-1.434	0.01	0.021	0.132
Si	-6.292	-3.666	-3.063	-0.121	-0.003	0.011
Si	1.113	1.19	-0.926	0.162	0.146	0.664
Si	-10.693	-6.426	27.795	0.006	-0.097	0.009
Si	-6.335	-7.478	-0.179	-0.322	0.312	0.39
Si	-0.768	-2.489	-3.076	-0.007	0.049	0.027
Si	-8.743	-0.015	-3.284	-0.01	0.041	0.149
Si	-8.173	3.086	0.552	0.159	-0.076	0.579
Si	-8.117	0.142	-0.26	0.444	-0.44	0.345
Si	-8.835	5.033	-5.636	0.225	0.024	0.574
Si	-4.18	-4.598	-5.913	0.02	-0.023	0.079
Si	-1.37	1.341	9.535	0.001	0.003	-0.001
Si	1.371	4.07	9.537	0.006	0.006	-0.007
Si	-1.37	6.814	9.536	0.014	0.018	0.009
Si	1.351	-6.773	9.529	-0.01	-0.018	0.005
Si	-1.34	-4.086	9.501	-0.012	-0.019	0.008
Si	1.36	-1.379	9.505	-0.003	-0.011	0.003
Si	4.092	1.334	9.511	0.003	0.003	0.01
Si	-9.509	4.05	9.512	-0.001	-0.001	0.002
Si	4.094	6.801	9.538	-0.003	0.002	-0.01
Si	-9.515	-6.783	9.528	0.009	-0.004	-0.001
Si	4.067	-4.057	9.524	0.009	0.02	0.007
Si	-9.541	-1.347	9.511	0.001	0.003	0.005
Si	-6.824	1.362	9.513	-0.005	0.008	0.01
Si	-4.091	4.065	9.525	-0.027	-0.004	0.007
Si	-6.782	6.791	9.518	0.011	-0.008	0.004
Si	-4.064	-6.816	9.515	0.016	0.011	0.01
Si	-6.811	-4.071	9.509	0.001	0.002	-0.011
Si	-4.099	-1.374	9.512	-0.015	-0.005	-0.006
Si	-2.745	-0.017	10.88	-0.02	0.014	-0.006
Si	0.013	2.697	10.88	0.009	-0.004	0.001
Si	-2.727	5.438	10.882	0.009	0.006	-0.008
Si	0	-8.144	10.885	-0.008	0.008	0.008
Si	-2.707	-5.441	10.857	-0.001	-0.015	0.001
Si	0.01	-2.734	10.876	0.01	0	-0.006
Si	2.722	-0.019	10.87	0.003	-0.002	-0.002
Si	-10.875	2.7	10.868	0.009	-0.005	-0.004
Si	2.724	5.448	10.884	-0.008	0.018	0
Si	-10.864	-8.155	10.891	0.014	-0.022	0.006
Si	2.717	-5.423	10.894	-0.008	-0.001	-0.003
Si	-10.89	-2.707	10.889	-0.004	-0.004	0.011
Si	-8.181	0.003	10.875	-0.007	0.003	0.005
Si	-5.46	2.712	10.884	-0.002	0.008	0.009
Si	-8.16	5.432	10.868	0.001	-0.004	-0.006
Si	-5.428	-8.167	10.88	-0.002	-0.007	-0.001
Si	-8.166	-5.418	10.888	-0.012	0.012	0.004
Si	-5.447	-2.733	10.876	0.015	-0.014	0.007
Si	-1.369	-1.382	12.225	-0.007	-0.004	-0.003
Si	1.371	1.341	12.241	-0.003	0.006	0.007
Si	-1.343	4.074	12.222	0.009	-0.004	-0.003
Si	1.375	-9.504	12.234	0.001	-0.012	-0.001
Si	-1.353	-6.778	12.235	-0.01	0.005	-0.008
Si	1.363	-4.069	12.264	-0.009	-0.002	0.009
Si	4.068	-1.36	12.259	0.006	0.001	0.007
Si	-9.541	1.348	12.244	-0.002	0.012	0.004
Si	-12.228	4.075	12.22	0	0.001	-0.014
Si	-9.508	-9.523	12.242	0.001	0.005	0
Si	-12.23	-6.789	12.249	-0.006	-0.008	-0.004
Si	-9.529	-4.069	12.257	0.015	-0.009	-0.001
Si	-6.817	-1.368	12.224	-0.006	0.005	-0.011
Si	-4.103	1.337	12.24	0.01	-0.009	0.01
Si	-6.82	4.074	12.242	-0.003	0.012	0.009
Si	-4.075	6.803	12.249	-0.009	-0.005	0.016
Si	-6.797	-6.795	12.23	0.007	0.002	-0.007
Si	-4.078	-4.095	12.219	0.003	-0.004	-0.013
Si	0	-0.03	13.583	-0.001	-0.007	-0.006
Si	2.741	2.717	13.583	0.009	0.003	-0.004
Si	0.032	5.436	13.577	-0.005	0.018	0.003
Si	2.731	-8.153	13.609	0.004	-0.004	0.005
Si	-0.009	-5.422	13.613	0	-0.006	-0.005
Si	2.722	-2.719	13.636	0.002	0.006	-0.004
Si	5.419	0.006	13.619	-0.005	-0.005	-0.006
Si	-8.187	2.705	13.596	-0.016	-0.005	-0.002
Si	-10.877	5.432	13.589	0.005	0.004	-0.007
Si	-8.163	-8.142	13.6	0.009	-0.011	-0.003
Si	-10.879	-5.431	13.63	0.005	0.003	-0.001
Si	-8.17	-2.703	13.613	0.007	-0.004	0.004
Si	-5.468	-0.028	13.604	-0.009	-0.001	0.01
Si	-2.704	2.694	13.559	-0.007	0.022	-0.01
Si	-5.457	5.446	13.586	-0.007	-0.006	0.005
Si	-2.705	8.184	13.587	0.019	0.015	-0.001
Si	-5.432	-5.44	13.591	-0.004	-0.005	-0.005
Si	-2.727	-2.746	13.587	-0.016	-0.021	-0.005
O	-0.225	-5.618	1.303	-0.272	0.179	-0.194
O	-9.763	3.315	0.342	-0.09	0.115	0.49
O	-0.788	6.974	-0.393	-0.302	-0.601	-0.061
O	2.254	-5.177	0.604	0.295	-0.316	0.172
O	2.489	-2.618	1.298	-0.424	0.152	-0.095
O	2.054	-6.968	25.423	-0.141	-0.27	0.262
O	-2.092	-8.009	1.444	0.127	0.283	-0.294
O	4.85	2.131	21.859	-0.007	0.12	0.399
O	1.265	2.053	25.075	0.062	0.408	0.098
O	-0.206	0.163	24.02	0.117	0.032	0.597
O	-0.048	2.609	22.968	0.061	0.19	0.458
O	-2.967	6.995	26.697	-0.043	-0.373	-0.042
O	1.401	6.699	22.205	0.173	0.069	0.459
O	-0.624	7.881	23.212	-0.159	-0.461	0.314
O	-1.718	-6.196	22.766	0.228	0.201	0.012
O	-1.139	-1.9	22.666	-0.184	-0.055	-0.202
O	2.612	2.593	27.211	-0.073	-0.138	0.904
O	2.849	4.607	22.962	-0.142	-0.488	0.126
O	-8.249	-2.064	23.96	-0.506	-0.246	-0.397
O	3.992	3.347	25.046	-0.209	-0.371	-0.054
O	-9.336	2.87	23.455	-0.449	0.026	0.38
O	0.825	-5.228	26.858	0.115	-0.268	0.366
O	-3.829	-4.766	22.34	-0.33	0.346	-0.203
O	-9.435	6.822	0.144	0.06	-0.536	-0.085
O	-0.543	-6.605	25.085	-0.355	-0.304	0.271
O	-9.46	1.439	-3.265	0.429	0.227	-0.245
O	-3.887	-1.244	-3.834	0.04	-0.369	-0.022
O	3.257	5.822	25.288	-0.711	-0.03	-0.225
O	-4.209	1.362	0.031	-0.167	-0.025	-0.182
O	-2.867	-7.758	24.59	-0.127	0.379	0.138
O	4.495	-3.803	0.178	0.278	0.186	0.586
O	-3.258	6.245	0.397	0.216	-0.278	-0.063
O	-9.333	-4.403	-0.096	0.275	0.055	-0.314
O	5.193	-5.374	-1.822	-0.346	0.096	-0.313
O	-6.288	-1.087	22.546	0.413	0.374	-0.444
O	-4.748	-3.505	0.069	0.305	-0.158	-0.152
O	-0.984	3.636	-5.952	0.038	0.159	-0.048
O	4.175	6.222	27.775	-0.517	0.354	0.352
O	4.983	-1.285	26.867	-0.25	-0.18	-0.169
O	0.869	-5.559	-5.416	-0.192	0.526	0.089
O	-5.06	-1.369	-1.433	-0.229	0.273	0.269
O	-6.798	-3.255	-1.579	-0.54	-0.504	-0.154
O	4.428	-0.637	24.446	0.046	0.193	-0.118
O	-9.655	0.113	0.208	-0.015	-0.179	0.006
O	-9.565	0.057	25.495	0.072	-0.31	-0.434
O	-3.036	-5.597	-2.127	0.433	-0.105	-0.143
O	-3.318	-5.592	0.493	0.263	-0.159	-0.046
O	4.401	-7.099	0.005	-0.284	0.213	-0.185
O	1.095	-4.679	24.355	-0.418	0.066	-0.031
O	-5.263	-6.602	-1.048	-0.06	0.352	-0.185
O	-6.715	-2.568	-4.176	-0.006	0.065	0.214
O	-3.253	-5.168	-4.711	0.316	-0.361	-0.083
O	-9.85	-7.611	-1.621	0.14	0.158	-0.103
O	-4.948	-5.409	24.653	0.41	-0.202	0.249
O	4.556	1.724	0.136	-0.646	0.114	0.033
O	1.363	2.505	-1.84	0.351	0.24	0.096
O	-7.101	6.98	-3.927	-0.077	0.433	-0.222
O	4.687	1.279	26.407	0.23	-0.285	0.016
O	-5.696	-5.131	-5.769	-0.371	0.444	-0.221
O	-2.714	0.171	23.165	-0.263	-0.018	0.558
O	-0.714	3.821	-2.754	-0.266	-0.122	-0.118
O	-0.847	-1.328	-4.183	0.172	0.094	0.138
O	-8.66	-3.006	26.415	0.467	0.561	-0.059
O	-2.086	-3.393	-3.164	-0.07	0.076	-0.216
O	-1.075	-3.405	26.679	-0.034	-0.05	-0.002
O	-5.474	5.747	-1.062	0.26	0.2	-0.267
O	-2.805	2.617	-1.774	0.175	-0.53	-0.482
O	-7.642	-0.144	-4.463	0.343	0.515	-0.067
O	-7.752	0.417	27.428	0.176	-0.266	0.14
O	-7.499	7.504	27.354	0.143	-0.43	-0.283
O	-0.413	0.66	-1.11	-0.379	0.189	-0.316
O	3.163	6.658	-3.8	0.365	-0.608	0.132
O	4.106	4.284	-0.001	-0.412	0.109	-0.409
O	-2.784	5.209	-2.033	-0.472	0.211	0.271
O	-0.95	-7.483	-5.253	-0.437	0.239	0.166
O	-2.701	-3.985	24.604	0.337	-0.318	-0.059
O	-7.055	4.581	-2.866	0.057	-0.341	-0.271
O	-2.958	4.903	-4.631	-0.565	-0.347	0.054
O	3.84	-1.513	-3.015	-0.623	-0.148	-0.304
O	-3.645	-2.784	26.62	-0.384	-0.345	-0.348
O	-9.937	-7.847	27.811	-0.041	-0.058	-0.176
O	-9.838	-4.119	24.378	-0.357	-0.186	0.586
O	-4.119	-2.997	-5.859	0.045	-0.018	-0.142
O	2.259	-5.265	-3.163	0.37	-0.402	0.223
O	-6.929	-6.523	26.131	-0.267	0.09	0.108
O	-8.915	4.841	25.157	0.308	-0.074	0.667
O	-8.044	-0.277	-1.837	0.209	-0.432	-0.097
O	1.434	6.833	-1.778	0.414	0.241	-0.055
O	-7.647	1.689	-0.107	0.653	0.212	0.001
O	-4.67	0.937	-2.544	-0.432	0.004	-0.507
O	2.33	-3.375	-1.284	0.277	0.607	-0.399
O	-2.673	1.437	27.843	0.021	0.157	-0.724
O	-7.401	8.052	-1.118	0.102	0.138	-0.48
O	-5.367	3.177	-1.472	0.099	-0.161	-0.282
O	-5.572	-7.327	-4.354	0.42	0.144	0.202
O	-8.297	2.368	25.815	0.137	0.291	0.574
O	-3.882	6.162	24.403	-0.08	-0.342	0.351
O	-2.927	-7.844	-0.957	0.32	-0.269	-0.358
O	-9.009	6.301	-2.368	-0.294	-0.389	0.024
O	-5.427	7.738	0.631	-0.011	0.235	0.754
O	-1.9	7.094	-3.603	0.036	0.526	0.738
O	0.405	-5.116	-1.254	-0.595	-0.07	-0.161
O	2.719	-2.671	23.7	-0.124	0.096	0.246
O	3.398	-4.822	-5.499	-0.277	0.192	-0.109
O	1.7	4.66	-3.262	0.587	-0.067	-0.29
O	4.435	-6.917	24.411	0.083	-0.415	0.19
O	-7.46	4.264	-0.286	0.181	0.307	0.085
O	2.082	0.04	-1.561	-0.249	-0.285	-0.214
O	-10.458	-2.886	-1.927	0.42	0.261	0.208
O	4.365	-0.686	-0.642	-0.28	-0.479	-0.19
O	-5.451	-0.808	-5.808	0.006	0.472	-0.495
O	4.232	-6.471	26.976	-0.16	0.08	0.034
O	-5.391	5.22	1.461	0.161	-0.265	-0.263
O	-6.815	3.672	24.11	0.344	-0.401	0.549
O	0.628	6.907	-4.273	0.175	-0.016	-0.055
O	-7.137	0.196	24.779	0.561	0.118	0.093
O	0.846	2.514	-4.467	0.276	-0.288	-0.002
O	5.033	3.755	27.487	0.243	-0.254	0.07
O	-1.261	4.004	-0.155	-0.022	0.041	-0.214
O	-4.471	6.756	-3.423	0.026	0.03	0.689
O	-9.914	-1.068	-3.625	0.026	-0.04	-0.217
O	3.975	-7.601	-2.464	-0.165	-0.08	0.339
O	5.349	3.186	-2.038	0.085	0.7	-0.266
O	-1.932	-1.48	25.113	0.061	0.415	0.224
O	0.515	4.059	26.899	0.074	0.47	-0.489
O	5.26	7.995	-4.631	0.376	0.404	0.477
O	-6.872	-5.127	-3.434	-0.529	-0.229	0.589
O	-9.736	-5.313	27.145	0.5	0.009	-0.327
O	-5.259	7.863	25.788	-0.247	-0.264	-0.204
O	5.18	-3.194	-4.476	-0.005	-0.097	0.012
O	-1.219	6.275	-6.006	0.23	0.2	-0.589
O	-1.216	1.093	-5.205	-0.365	0.163	0.496
O	-5.375	6.729	-5.841	0.727	0.149	-0.052
O	2.804	-7.25	-4.765	-0.204	-0.147	-0.544
O	-10.621	6.751	25.716	0.184	0.207	0.6
O	-7.278	-4.416	24.623	0.242	0.404	-0.441
O	-0.588	-1.932	-1.564	0.408	-0.348	0.19
O	-9.55	3.554	-5.714	0.333	-0.257	-0.155
O	-2.656	-0.439	-1.705	0.088	0.063	-0.06
O	-4.941	-2.931	23.524	0.085	0.292	0.544
O	4.231	1.013	-2.8	-0.204	-0.087	-0.291
O	-4.68	-3.771	-3.027	0.04	0.495	0.167
O	1.034	-7.425	-0.173	0.058	-0.045	-0.163
O	-10.313	-5.432	-5.481	-0.2	-0.365	0.589
O	0.551	-3.382	-3.305	0.095	-0.338	-0.429
O	0.03	1.57	27.363	0.078	-0.486	-0.227
O	5.264	5.233	23.663	-0.216	0.118	-0.621
O	-7.9	-6.552	-5.323	-0.01	-0.231	0.241

Results
total energy: -103405.833 eV
total energy less fixed offsets of O -438.25, Si -107.07 eV per atom: 0.367 eV
